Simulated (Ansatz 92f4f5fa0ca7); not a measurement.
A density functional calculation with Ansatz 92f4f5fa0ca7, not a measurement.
Periodic cell of 226 atoms, Si133O92As1, from a study of silicon, its oxide and their interface. The atomic structure is a simulated model.
Doubt: the cutoff is far below the 930 eV that the study's wrapper takes by default for these files, so forces and energies are approximate.
This geometry differs little from another in the collection (a relaxation step or a small displacement).

Settings: functional PBE; potential files Ansatz PAW; basis plane waves; wave-function cutoff 580 eV; density cutoff ratio 5; exchange-correlation grid ratio 1; k mesh 1 x 1 x 1, Gamma-centred; self-consistency stop 5e-08 eV per atom in the density residual; occupations fixed; spin none; net charge +1 e, with a uniform compensating background and no finite-size correction.

Cell vectors (angstrom)
a 10.938 0 0
b 0 10.938 0
c 0 0 31.9494

Atoms and the computed forces on them: element, x, y, z (angstrom), force x, y, z (eV/angstrom)
Si 10.6256 0 24.415 0.0068 0.0011 -0.0221
Si 5.0765 0.1215 24.6615 -0.0033 -0.002 -0.011
Si 2.8208 2.2909 24.5275 -0.0053 -0.0016 -0.0207
Si 8.5695 2.4373 24.56 0.001 0.0028 -0.0152
Si 10.7085 5.5862 24.3315 -0.0062 -0.0083 -0.0181
Si 5.1567 5.6134 24.4457 0.0041 0.0009 -0.0217
Si 2.9883 7.9559 24.4031 0.0032 0.0064 -0.0176
Si 8.4156 7.83 24.4137 -0.003 -0.0036 -0.0243
Si 1.2921 1.1283 25.8383 -0.0011 -0.001 0.0145
Si 6.8152 1.3277 25.7352 0.0055 -0.0001 0.0057
Si 3.9835 4.0095 25.7274 -0.0011 0.0018 0.0063
Si 9.689 4.0213 25.8507 0.0048 0.0041 0.0096
Si 1.3376 6.7951 25.6652 0.0049 0.0005 0.0048
Si 6.8025 6.7207 25.7486 0.0005 0.0013 0.0138
Si 4.0002 9.4664 25.9575 -0.0001 -0.005 0.0112
Si 9.4807 9.4399 25.7985 0.003 0.0025 0.0076
Si 2.6326 -0.1363 27.2904 -0.0057 -0.0021 0.0036
Si 8.1389 -0.0674 27.1411 -0.0133 -0.0061 0.0005
Si 0.0786 2.6515 27.2099 0.0031 0.0013 -0.0004
Si 5.4504 2.7197 27.1054 0.0044 0.0029 -0.0013
Si 2.6647 5.4157 27.1043 -0.0053 -0.0078 -0.0032
Si 8.1906 5.3673 27.1303 -0.0023 -0.0033 -0.007
Si 0.0106 8.1516 27.1267 -0.0058 -0.003 -0.003
Si 5.5109 8.1391 27.1808 -0.0002 0.0009 -0.0032
Si 4.0862 1.3267 28.4909 -0.0092 -0.0071 0.0053
Si 9.5433 1.3137 28.5031 0.0062 0.0088 0.0038
Si 1.3897 4.0656 28.5632 -0.0135 0.0024 -0.0103
Si 6.8066 4.0581 28.519 -0.0009 0.0012 -0.0039
Si 4.0786 6.7732 28.4856 0.0018 0.0132 0.0057
Si 9.5585 6.7783 28.4762 -0.0041 0.0034 0.0082
Si 1.2871 9.4759 28.6293 0.0143 0.0138 -0.0207
Si 6.8243 9.5361 28.5614 -0.0004 0.0028 -0.0106
Si -0.0438 -0.0219 29.9307 -0.007 0.0079 0.0065
Si 5.4496 -0.0138 29.8932 0.0024 0.0021 0.001
Si 2.772 2.7128 29.8972 0.0058 -0.0092 0.001
Si 8.1857 2.7028 29.8717 0.0066 -0.005 0.0019
Si -0.0186 5.4383 29.8866 0.0071 -0.0003 0.0012
Si 5.456 5.445 29.8844 -0.0016 0.001 0.0015
Si 2.7339 8.1411 29.9075 0.0077 -0.0154 0.0059
Si 8.2257 8.1734 29.8772 0.0037 -0.004 -0.0018
Si 1.3671 1.3749 31.2506 0.0008 -0.0007 -0.0016
Si 6.8232 1.366 31.2557 -0.0068 0.0029 -0.0009
Si 4.1148 4.083 31.2744 0.0029 0.0011 0.0024
Si 9.5472 4.0817 31.2506 -0.0023 -0.0008 -0.0009
Si 1.3526 6.8064 31.2705 -0.0037 0.0047 -0.0002
Si 6.8298 6.8413 31.2385 0.0035 -0.0032 -0.0009
Si 4.0839 9.5598 31.2577 -0.0045 0.0076 -0.0021
Si 9.5509 9.5439 31.2883 0.0027 -0.0052 0.0023
Si 2.7371 0.0177 0.6754 0.0045 -0.0029 0.0028
Si 8.2012 0.0181 0.6671 -0.0001 0.0018 -0.0016
Si 0.0087 2.7525 0.6789 -0.0009 0.0006 -0.0026
Si 5.486 2.746 0.7044 0.0012 -0.0033 0.004
Si 2.735 5.4569 0.6739 0.0012 -0.0017 -0.0013
Si 8.2065 5.4933 0.6627 -0.0018 0.0005 0.0022
Si 0.0161 8.2107 0.7062 0.0021 -0.0006 0.0022
Si 5.4801 8.2252 0.6765 0.0002 -0.0022 -0.0015
Si 4.0963 1.3897 2.0643 0.0032 0.0017 -0.0032
Si 9.5983 1.3615 2.0329 0.0127 -0.0029 -0.0066
Si 1.3557 4.1452 2.0609 -0.0094 0.0032 0.0006
Si 6.8497 4.1541 2.0434 -0.0123 0.0088 -0.0094
Si 4.0931 6.8545 2.0198 -0.0059 0.0027 -0.0059
Si 9.5792 6.8412 2.066 0.0053 -0.0001 -0.0028
Si 1.371 9.6255 2.0616 -0.0087 0.0051 -0.0083
Si 6.8335 9.6322 2.038 -0.006 0.0047 -0.0034
Si 0.0255 0.0467 3.4736 0.0002 -0.0122 -0.0093
Si 5.4994 0.0577 3.4457 -0.0016 0.0227 -0.0195
Si 2.7114 2.774 3.4063 0.0115 -0.001 0.0016
Si 8.2647 2.7909 3.3382 -0.0162 -0.0078 0.0215
Si 0.029 5.522 3.4811 -0.0093 -0.0033 -0.011
Si 5.4549 5.5235 3.4109 0.0078 -0.0257 -0.0112
Si 2.7334 8.2297 3.3844 0.0006 0.0033 0.0024
Si 8.2524 8.3145 3.3714 0.0033 -0.0173 0.0021
Si 1.3724 1.461 4.8452 -0.0008 0.0034 0.0114
Si 6.9087 1.4976 4.7297 0.0107 0.0088 -0.0207
Si 4.0647 4.151 4.7604 -0.0082 0.0048 -0.0193
Si 9.6053 4.0829 4.7838 0.0151 -0.0022 0.0058
Si 1.3587 6.9907 4.846 0.007 0.0014 -0.0058
Si 6.8825 6.9495 4.6718 -0.0209 0.0419 -0.0033
Si 4.0596 9.6217 4.7432 0.0107 -0.0352 -0.0021
Si 9.6298 9.5785 4.845 0.0067 0.0113 -0.0089
Si 2.7464 0.0425 6.1522 -0.0131 0.0169 -0.0142
Si 8.3135 0.1461 6.0715 0.0025 -0.007 0.0093
Si 0.0195 2.8028 6.3144 -0.0068 0.0002 -0.0111
Si 5.5126 2.8456 6.0833 0.0099 -0.0011 0.0028
Si 2.7359 5.5839 6.1199 -0.0126 0.0011 -0.0069
Si 8.2625 5.5973 5.9725 0.0126 -0.0162 -0.0074
Si 0.0467 8.3127 6.3865 -0.0037 -0.0034 -0.0084
As 5.5009 8.305 6.2041 0 -0.0183 -0.0057
Si 4.4122 1.1894 7.3281 -0.012 0.0156 0.0579
Si 9.8118 1.1641 7.6358 -0.0114 0.0067 0.0168
Si 1.1785 4.5022 7.5174 0.0027 -0.0007 0.0286
Si 6.6469 4.548 7.2548 0.009 -0.018 0.0444
Si 4.2748 6.6507 7.5631 0.0453 0.0018 0.048
Si 9.7334 6.6184 7.516 0.0113 0.002 0.0432
Si 1.2727 9.9464 7.7151 -0.0071 -0.0002 0.0661
Si 6.7637 10.0288 7.4235 -0.0138 0.0272 0.0407
O 9.5853 1.2397 23.9839 -0.0035 -0.0036 0.0008
O 4.1049 6.8045 23.9482 -0.0036 -0.0028 0.002
O 4.0118 1.2365 24.0331 0.0019 -0.0001 0.0009
O 9.5348 6.6984 23.9018 0.0031 -0.0006 0.0031
O -0.0172 5.5536 8.0203 -0.022 0.0059 -0.0037
O 5.5511 0.0999 7.8978 -0.0243 0.0203 -0.0224
O 0.063 0.0942 8.1528 0.0292 -0.0101 -0.005
O 5.549 5.6539 7.8721 0.0156 -0.0271 -0.0223
O 7.6067 3.9706 8.4385 -0.0235 0.0262 -0.0265
O 8.7239 7.0406 8.7707 0.0119 -0.0128 -0.0249
O 2.1832 9.4712 9.0434 -0.0187 0.0121 -0.0368
O 8.8753 1.6812 8.9206 0.0095 -0.0101 -0.0178
O 7.6012 9.4375 8.6883 0.0036 -0.0059 -0.0179
O 3.6018 1.8206 8.6011 0.0192 -0.024 -0.0274
O 3.596 7.2604 8.9309 -0.0109 0.0001 -0.0235
O 2.0857 4.0225 8.8137 -0.0115 0.0074 -0.0233
O 8.1385 3.4959 23.3657 0.0071 -0.0072 0.0128
O 0.4514 4.9307 22.9541 -0.0073 0.0134 0.0182
O 1.8972 2.7413 23.2463 0.0092 -0.0054 0.0162
O 5.8317 4.9088 23.1169 -0.0105 0.0095 0.0174
O 5.5253 9.9774 23.5117 -0.0068 0.0059 0.0121
O 2.4476 8.6972 23.025 0.0083 -0.009 0.0177
O 0.192 10.0646 23.0887 -0.0098 0.0085 0.0188
O 7.7851 8.5709 23.074 0.011 -0.0096 0.0187
Si 8.6616 7.6961 18.4445 0.0003 0.0004 -0.0022
Si 8.7904 6.3661 13.6361 -0.0004 -0.0005 0.008
Si 3.7957 1.543 14.75 -0.0003 0.0001 0.0081
Si 2.1401 5.7499 17.6339 0.0009 0.0003 -0.0011
Si 2.4174 3.1421 19.4904 0.0012 0 -0.0071
Si 9.816 9.0428 12.0864 -0.0005 -0.0001 0.0133
Si 1.3335 9.4219 22.0747 -0.0019 0.001 -0.0174
Si 9.1769 0.971 13.2057 -0.0007 -0.0005 0.0099
Si 1.422 5.0585 13.0375 0 -0.0003 0.0091
Si 1.7933 8.2586 12.8296 0.0007 -0.0004 0.0126
Si 6.6475 9.5491 22.4247 -0.0022 0.0041 -0.0153
Si 4.5307 4.6043 15.7203 -0.0001 -0.0005 0.0049
Si 8.2129 3.0299 9.6008 -0.0007 0.0001 0.0195
Si 0.8429 8.2457 19.2646 0.0001 -0.002 -0.0068
Si 6.9503 1.3471 21.0919 0.0002 0.0009 -0.0077
Si 8.2267 8.3018 9.6945 -0.0058 0.004 0.0299
Si 10.8901 5.2087 15.616 0.0003 0.0005 0.0056
Si 7.5738 9.5022 16.3267 0.0006 0.001 0.0037
Si 9.9313 2.0547 20.298 -0.0005 -0.0003 -0.0077
Si 3.2193 8.5377 9.9376 0.0084 0.0007 0.0342
Si 6.6981 3.3431 17.4105 -0.0003 -0.0005 -0.0004
Si 1.1676 0.2097 19.802 -0.0005 0.0004 -0.0065
Si 3.2354 2.8211 12.3164 0.0011 0.0004 0.0128
Si 7.2212 5.3902 19.6831 -0.0002 -0.0001 -0.0072
Si 5.7483 8.6793 11.5678 0.0032 0.0009 0.0129
Si 5.7861 6.0797 13.2144 -0.0006 -0.0003 0.0098
Si 4.6363 9.7029 17.6289 -0.0006 0.0009 -0.0011
Si 1.021 3.5958 22.1707 0.0002 -0.0058 -0.0176
Si 4.898 1.4823 18.8014 -0.0006 -0.0004 -0.0044
Si 3.2043 3.0851 9.5348 0.0068 -0.0006 0.0193
Si 6.457 10.8292 13.8066 -0.0002 -0.0001 0.0089
Si 10.3531 0.1206 15.9788 0.0012 -0.001 0.0051
Si 5.6641 3.668 11.1681 -0.0004 0.0031 0.0116
Si 9.8488 3.905 11.9157 0.0015 0.0005 0.0118
Si 2.3443 9.9256 15.5574 -0.0001 0.0008 0.0056
Si 6.0768 8.1157 19.8008 0.0002 -0.0008 -0.0078
Si 6.9362 3.9712 22.3715 0.0011 -0.0041 -0.0142
Si 9.7543 2.78 17.3686 0.0003 -0.0006 -0.0003
O 7.1999 6.3874 13.9754 0 0.0001 -0.0042
O 1.8847 7.0583 18.6819 -0.0011 0.002 0.0022
O 10.282 4.0457 16.5321 0 -0.0004 -0.0011
O 6.1678 9.9592 17.0557 -0.001 -0.0001 -0.001
O 10.1535 0.699 14.4692 -0.0003 0.0001 -0.0041
O 8.448 6.1131 18.8557 -0.0003 -0.0007 0.0012
O 5.1735 0.6933 14.439 0.0001 -0.0004 -0.0035
O 5.7163 2.053 17.5192 -0.0008 -0.0006 0.0005
O 8.3484 1.938 20.5579 -0.0017 -0.0008 0.0026
O 1.9924 4.2987 18.4031 -0.0002 -0.0028 0.0019
O 6.9658 2.8126 10.6465 0.001 -0.0008 -0.0044
O 4.8707 2.7145 12.2206 0.001 0 -0.0046
O 6.0351 4.3927 16.3481 0.0006 -0.0005 -0.0013
O 4.5767 3.9221 9.9307 -0.001 -0.001 -0.0076
O 10.6886 2.7708 21.5579 0.0027 0.0029 0.0071
O 9.7308 6.169 14.9652 0.0003 -0.0004 -0.0034
O 6.0093 6.4801 19.8403 0 0.0001 0.0022
O 4.0828 0.1678 18.2829 0.0001 0.0007 0.0012
O 9.2605 10.5649 12.2688 0.0008 -0.0025 -0.0058
O 2.8557 4.3659 12.7115 0.0007 -0.0014 -0.0041
O 1.9121 10.7062 21.212 0.0003 -0.0027 0.007
O 3.9951 2.721 19.3836 -0.0009 0.0005 0.0018
O 0.7308 10.0423 15.9669 -0.0005 -0.0001 -0.0023
O 1.279 9.8025 18.8374 0 0.0003 0.0027
O 1.712 1.6644 19.2716 -0.0004 -0.0003 0.0018
O 8.9426 10.3974 16.5046 -0.0008 -0.0003 -0.0018
O 4.8753 8.5769 18.7921 0.001 -0.0015 0.0031
O 9.57 8.7674 10.4853 -0.0039 -0.0017 -0.0107
O 6.7517 4.0794 18.8591 0.0005 0.0011 0.0035
O 2.8447 1.7203 13.4168 -0.0005 0.0004 -0.0057
O 5.825 8.7653 21.2658 0.0015 0.0019 0.0083
O 2.5472 2.4541 10.8854 0.0009 0.001 -0.0116
O 7.6208 4.8482 21.1729 -0.001 -0.0025 0.0081
O 5.2067 7.4862 12.5652 -0.0004 0.0011 -0.0051
O 0.4372 9.0727 12.4877 -0.0006 0.0008 -0.0057
O 7.5848 1.0669 13.5799 0.0008 0.0006 -0.0043
O 7.1173 9.6407 14.7503 0 0.0002 -0.0031
O 8.9783 5.0418 12.6908 0.0002 -0.002 -0.0057
O 8.0988 8.0394 16.9143 0.0005 -0.0013 -0.0002
O 6.2151 2.5714 21.9051 0.0003 0.0027 0.0048
O 2.4574 9.074 14.1134 -0.0001 -0.0007 -0.005
O 0.431 4.4958 11.865 -0.0008 -0.0006 -0.004
O 0.817 8.3156 20.9374 0.0012 0.0022 0.0081
O 9.4016 3.8311 10.351 -0.003 -0.0014 -0.0091
O 9.6587 2.3918 12.5351 -0.0001 0.0026 -0.0057
O 7.6217 8.5586 19.3965 -0.002 0 0.0028
O 2.5556 8.1697 11.374 0.0037 0.002 -0.0164
O 3.9772 3.0647 15.3798 0 0 -0.0031
O 0.8289 4.488 14.4416 -0.0001 0.0004 -0.0037
O 10.0491 2.998 18.9604 0.0002 -0.0005 0.0037
O 9.1445 7.811 12.939 0.0005 0.0013 -0.0055
O 10.5144 0.535 20.0768 -0.0003 0.0004 0.0022
O 6.0285 5.0577 11.9353 0.0005 -0.0012 -0.0044
O 8.1555 2.7389 17.0119 -0.0004 -0.0002 -0.0007
O 3.5401 5.4844 16.735 -0.0007 0.0002 -0.0013
O 4.6745 9.1446 10.3943 -0.0075 -0.0029 -0.0099
O 1.5314 6.6799 13.1843 0.0006 0.0009 -0.0042
O 4.7623 5.4923 14.35 0.0004 0.0005 -0.0042
O 2.0492 3.8518 20.9226 -0.0026 0.0008 0.0081
O 10.5575 1.4194 16.9462 -0.0001 0.0015 -0.0004
O 0.955 6.0744 16.5532 0.0003 -0.0003 -0.0014
O 7.329 10.9497 21.943 -0.0007 -0.0038 0.005
O 5.9328 0.9103 19.9164 0.0025 -0.0006 0.0043
O 6.0752 10.0393 12.4135 -0.0011 -0.0028 -0.0059
O 2.8476 0.5481 15.6127 0.0002 0 -0.0033
O 7.0442 8.0159 10.7829 0.006 0.0022 -0.0122
O 10.2466 8.0149 18.6923 0.0008 -0.0001 0.0012
O 3.4489 9.1957 16.579 0.0005 -0.0008 -0.0006

Results
free energy: -141734.335 eV
free energy less fixed offsets of As -4856.12, O -568.88, Si -635.61 eV per atom: -5.125 eV

The program warned: the cutoff lies below the one the program advises for these potential files; the forces do not sum to zero within the program's tolerance; the exchange-correlation potential is rough where the density is thin.
